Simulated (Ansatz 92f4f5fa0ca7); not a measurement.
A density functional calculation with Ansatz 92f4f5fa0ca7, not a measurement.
Periodic cell of 260 atoms, Si144O116, from a study of silicon, its oxide and their interface. The atomic structure is a simulated model.
This geometry differs little from another in the collection (a relaxation step or a small displacement).

Settings: functional r2SCAN; potential files Ansatz PAW; basis plane waves; wave-function cutoff 800 eV; density cutoff ratio 5; exchange-correlation grid ratio 1; k mesh 1 x 1 x 1, shifted by 0.5 0.5 0 of a step; self-consistency stop 1e-10 eV per atom in the density residual; occupations fixed; spin none; net charge 0.

Cell vectors (angstrom)
a	10.88	0	0
b	0	10.88	0
c	4.8061	-2.0015	37.6799

Atoms and the computed forces on them: element, x, y, z (angstrom), force x, y, z (eV/angstrom)
Si	13.1551	14.2025	21.9679	0.0004	0.02	-0.0814
Si	14.1345	12.4885	-2.4309	-0.0007	0.0012	-0.0591
Si	11.0299	4.5347	-1.9375	0.0099	-0.0037	-0.057
Si	6.9572	12.6315	20.3148	0.008	-0.0021	-0.067
Si	16.2434	10.3267	-2.6102	0.0052	-0.0043	-0.0755
Si	10.999	9.0422	-1.8544	-0.0111	0.0032	-0.0526
Si	5.5867	14.667	-2.1179	-0.0118	0.0032	-0.0527
Si	7.665	12.4887	-2.0351	0.0017	-0.0151	-0.0492
Si	11.3817	9.9943	0.2311	-0.0022	-0.0012	-0.001
Si	12.9957	11.7524	0.262	0.0026	0.0065	-0.0198
Si	10.4141	3.5283	0.1168	0.0021	0.0014	-0.0002
Si	14.0834	7.3167	0.2164	-0.003	-0.0021	0.0009
Si	4.9534	8.9417	0.0707	0.0069	0.0047	-0.026
Si	8.6151	12.7587	0.1067	-0.0003	-0.0005	0
Si	16.8269	15.4752	0.0807	-0.0004	-0.0018	-0.0012
Si	7.7131	6.2332	0.2502	-0.0001	0.0019	-0.0005
Si	9.5529	10.9592	1.3477	0.0026	0.0024	0.0026
Si	12.104	13.5122	1.4922	-0.0031	0.0009	0.0016
Si	9.4797	5.2722	1.4496	-0.0016	-0.0029	0.0039
Si	12.3192	8.2333	1.4714	0.0015	0.0015	0.002
Si	14.9177	10.7999	1.2747	-0.0011	-0.0022	0.0022
Si	17.7511	13.7102	1.3813	0.0017	0.0019	0.0028
Si	15.034	16.3774	1.3437	0.0021	0.0006	0.0031
Si	6.7349	8.0616	1.3587	0.0004	-0.0023	0.0014
Si	8.1491	9.5125	2.5958	0.0004	0.0004	-0.0023
Si	10.8068	12.2146	2.9156	0.0002	-0.0019	0.0003
Si	8.1434	4.0527	2.9175	0.0009	0.0007	0
Si	10.8821	6.7654	2.647	0.0002	-0.0003	0.0022
Si	13.6423	9.5554	2.8613	0.0002	0.0001	-0.0006
Si	16.3186	12.2388	2.5762	0.0003	0.0003	-0.0011
Si	13.595	14.9591	2.6153	0.0001	0.0006	-0.0017
Si	16.3136	6.7836	2.8474	-0.0005	-0.0006	0.0003
Si	9.5137	8.1497	3.9921	0.0006	-0.0004	-0.0007
Si	12.2448	10.8803	4.1892	-0.0001	-0.0003	-0.0005
Si	9.4787	2.7	4.2385	0.0002	-0.001	0.0007
Si	12.2526	5.4274	4.0252	0.0002	0.0009	-0.0001
Si	14.9774	8.165	4.1713	-0.0004	-0.0008	0.0004
Si	6.7992	10.8832	3.9853	0.0002	0.0002	0.0001
Si	14.9539	13.5929	3.9852	0.0009	-0.0004	-0.0002
Si	17.67	5.4467	4.2009	-0.0011	0	0.0001
Si	10.8599	9.4578	5.4321	0.0002	-0.0001	0.0007
Si	13.6341	12.2794	5.4488	-0.0004	0.0006	0.0012
Si	10.8965	4.1008	5.4516	0.0003	0.0002	0.001
Si	13.5806	6.7773	5.4343	0.0002	-0.0001	0.0005
Si	5.4912	9.5452	5.4301	0.0001	-0.0005	0.0005
Si	8.1073	12.1872	5.4792	-0.0009	-0.0004	0.0019
Si	16.2619	4.0469	5.4436	0.0001	-0.0004	0.001
Si	8.1879	6.8415	5.452	0.0009	0.0001	0.0012
Si	9.5081	10.8217	6.7911	-0.0007	-0.0003	0.0008
Si	12.2345	13.6072	6.7984	0.0013	-0.0004	0.0008
Si	9.5468	5.4786	6.8039	0.0009	0.0014	0.0011
Si	12.2277	8.1164	6.7974	-0.0009	-0.0004	0.0008
Si	15.0031	10.8877	6.7803	0.0007	0.0011	0.0007
Si	6.7354	13.5679	6.8006	-0.0006	-0.0013	0.0002
Si	14.9304	5.4406	6.8083	-0.0007	-0.0003	0.0005
Si	6.8333	8.1956	6.8128	0.0003	0.001	0.0006
Si	8.1676	9.5298	8.2114	-0.0002	0.0017	0.0009
Si	10.9024	12.1637	8.1229	0.0009	-0.0005	-0.0005
Si	8.1243	4.0952	8.0715	-0.0006	0.0003	0.001
Si	10.8876	6.8145	8.213	0.0006	-0.0001	0
Si	13.6247	9.5016	8.0874	0.0002	0.0008	0.0001
Si	16.3312	12.1943	8.2079	0.0006	-0.0019	0.001
Si	13.5358	14.996	8.1521	-0.0011	0.001	0.0008
Si	16.3212	6.8346	8.1369	0.0006	-0.0004	0.0001
Si	9.5744	8.2314	9.556	0.0026	-0.0004	0.0005
Si	12.3148	10.8131	9.502	-0.0017	0.001	0.0011
Si	9.4539	13.5411	9.3472	-0.0007	0.0003	0.0022
Si	12.2075	5.4409	9.5893	-0.0011	-0.0015	0
Si	14.9777	8.2139	9.5065	0.0004	0.0007	0.0007
Si	6.8446	10.8608	9.6265	-0.0011	0.0011	0.0007
Si	14.8807	13.5803	9.4039	-0.0011	-0.0023	0.0002
Si	6.8257	5.4907	9.472	-0.0005	0.0008	-0.0007
Si	10.9667	9.5369	10.9797	-0.0018	-0.0017	0
Si	13.5865	12.2589	10.8568	0.001	0.0009	0.0035
Si	10.7464	14.8236	10.747	0.0042	-0.0001	0.0036
Si	13.6409	6.8542	10.8711	-0.0013	0.0019	0.0028
Si	5.4052	9.5431	10.9744	-0.0024	-0.0018	0.0003
Si	8.2575	12.2803	10.9355	0.0012	-0.0025	0.0018
Si	16.2759	14.9223	10.65	0.0045	0.0025	0.0026
Si	8.2126	6.8638	10.8467	-0.0034	0.0016	0.0043
Si	10.0606	11.3562	12.2603	0.0057	0.0059	-0.019
Si	11.3186	5.9643	13.1914	0.0021	-0.0042	0.004
Si	9.3532	5.2536	12.1147	0.0003	0.0008	-0.0007
Si	12.1898	8.0095	12.3621	-0.0013	-0.0017	-0.0111
Si	4.3514	11.2957	12.2691	0.0033	0.0053	-0.022
Si	14.7541	8.2972	19.5564	0.0088	-0.0109	-0.0909
Si	14.9151	5.294	12.0575	-0.0017	0.002	0.0015
Si	6.7702	8.1038	12.244	-0.0043	-0.0088	-0.0135
Si	11.8687	13.2715	12.116	-0.0028	-0.0049	0.0022
Si	7.5378	12.0422	16.4746	0.0044	0.0046	-0.0918
Si	6.6798	7.7882	-11.2336	-0.004	0.0211	-0.0899
Si	10.9628	5.6625	15.4412	0.011	-0.0113	-0.057
Si	7.8149	5.7989	17.9804	0.0076	-0.0085	-0.0543
Si	6.6003	13.5211	12.072	-0.0022	-0.0044	-0.0042
Si	5.7645	6.7276	18.0644	-0.0104	-0.0054	-0.072
Si	8.3842	9.8641	14.4326	0.0064	0.0021	-0.0801
Si	15.8815	12.3216	18.1498	-0.0067	0.0054	-0.0765
Si	14.6842	4.2154	18.0723	0.0104	-0.0007	-0.0919
Si	7.4617	4.4351	13.3981	-0.0006	0.001	0.0013
Si	11.6685	13.3215	-9.9251	0.0108	-0.011	-0.1071
Si	9.6822	8.0117	16.6121	0.0131	-0.0125	-0.084
Si	15.266	7.1617	-6.7282	-0.0065	-0.0104	-0.1147
Si	10.9409	9.7498	18.829	-0.0045	0.008	-0.0851
Si	13.5535	10.2187	17.5396	-0.0026	0.0032	-0.0846
Si	13.5596	11.7803	-11.9507	0.0088	-0.0106	-0.0872
Si	8.9039	11.7571	19.3194	-0.0117	-0.0128	-0.0617
Si	13.06	15.133	13.195	-0.0009	0.0009	-0.0022
Si	14.7954	9.6561	22.2676	-0.0004	-0.0002	-0.0913
Si	13.1758	6.9012	-1.8663	0.0068	-0.0069	-0.0535
Si	15.853	12.5955	22.6795	0.0091	-0.0063	-0.1062
Si	8.8169	5.808	-10.7899	0.0031	0.0143	-0.0912
Si	5.4698	12.6856	-12.7794	0.0043	0.0099	-0.0788
Si	9.0901	5.1732	-7.8904	-0.0121	-0.0094	-0.0955
Si	8.828	6.6606	-1.716	-0.0061	0.0084	-0.0547
Si	8.2312	4.0343	15.5617	0.016	0.004	-0.0747
Si	8.2139	4.6009	19.9712	-0.0093	0.0041	-0.0718
Si	10.7123	13.4161	23.5356	0.0059	0.0015	-0.0986
Si	13.169	5.6352	20.2204	0.0119	0.001	-0.083
Si	8.1248	8.0232	-4.0429	0.0076	0.0042	-0.0846
Si	11.0285	7.4804	20.8059	0.0072	0.0043	-0.0928
Si	9.7344	7.6724	-6.3593	0.0067	-0.0273	-0.0968
Si	12.5941	14.1661	-4.3097	-0.0052	0.0028	-0.0997
Si	5.8342	6.1997	13.3401	-0.0015	0.001	0.0005
Si	11.2906	4.8118	-12.0444	0.0021	-0.0117	-0.1101
Si	12.0153	8.8832	23.3426	0.0075	-0.0109	-0.1034
Si	13.6057	4.7458	15.4362	-0.0121	0.0147	-0.0722
Si	10.5428	13.6874	20.6732	-0.0183	0.006	-0.0798
Si	9.3146	10.6849	-3.746	-0.0105	-0.0101	-0.0829
Si	11.7349	14.6171	-7.1564	-0.0079	0.0089	-0.114
Si	8.7516	12.114	-9.3284	-0.0001	0.0033	-0.1066
Si	13.5266	8.8338	-11.8867	0.0015	0.0117	-0.0865
Si	8.3667	6.7974	21.8453	-0.0081	-0.0181	-0.0991
Si	6.21	8.2234	23.5965	-0.0074	-0.0025	-0.0934
Si	14.8455	5.5417	-4.0409	-0.0024	0.0092	-0.0946
Si	13.953	9.6051	14.5005	-0.0016	-0.0025	-0.0802
Si	8.5958	10.457	-6.6416	0.0034	0.0157	-0.1116
Si	12.3932	6.6322	-7.4592	-0.0027	-0.0131	-0.0936
Si	7.0816	14.7494	-9.4564	-0.002	-0.0025	-0.0782
Si	4.7436	7.108	15.18	-0.0069	-0.015	-0.071
Si	12.9471	6.5858	-10.2841	0.0091	0.0196	-0.1038
Si	6.0819	9.2518	-5.5191	0.0011	-0.004	-0.0931
Si	7.1846	10.6505	-11.4046	-0.0194	0.0008	-0.0973
Si	15.8365	5.8032	-9.3981	0.0017	-0.0003	-0.1024
Si	15.7431	7.2943	-13.4143	-0.0097	-0.0026	-0.101
O	13.052	12.4175	-1.2473	-0.0095	-0.0077	0.0369
O	9.7763	7.9871	-1.5963	0.0055	0	0.0236
O	16.2329	9.1179	-1.5329	-0.0063	-0.0121	0.0442
O	6.4933	11.3694	-2.1161	0.0079	0.0104	0.0237
O	6.9827	13.901	-2.4985	0.0022	0.0025	0.0246
O	11.4106	14.5385	-3.259	-0.0188	0.0129	0.0577
O	10.6558	10.1275	-3.0316	0.0193	-0.0118	0.0456
O	9.5496	10.7629	13.7204	-0.0145	-0.012	0.0348
O	14.2605	6.2471	15.415	-0.0003	-0.0002	0.03
O	12.8099	8.909	13.5923	0.0133	0.0117	0.0302
O	7.4141	4.7393	16.7698	-0.0067	0.0271	0.0746
O	14.5303	10.8867	13.6921	-0.0078	-0.011	0.0338
O	5.5025	12.4135	12.6661	0.0009	-0.0033	0.0087
O	8.3701	11.602	17.7878	0.0159	-0.0018	0.071
O	16.2659	7.8753	19.1482	-0.0152	0.0155	0.0386
O	14.0325	8.8167	18.1986	0.0074	-0.0131	0.0455
O	7.5601	13.2128	-9.4468	0.0058	0.0012	0.031
O	7.5187	10.8363	15.3938	-0.0111	0.0215	0.042
O	9.5602	7.7512	-4.7501	-0.0159	0.0042	0.0608
O	11.6337	7.7443	22.2791	0.0104	0.0236	0.0617
O	12.2419	13.8089	-8.4801	0.0014	0.0194	0.0741
O	12.3425	9.0139	-12.9958	0.0124	-0.0134	0.0509
O	14.4648	14.7507	16.4953	0.0131	-0.0065	0.066
O	14.804	11.0414	-2.5466	-0.0029	0.004	0.0216
O	7.6513	4.4854	-8.0711	0.0142	0.0082	0.0429
O	15.2885	13.7325	18.6544	0.0034	-0.006	0.0305
O	7.5502	5.6367	21.0619	0.0032	0.0273	0.0592
O	16.0373	6.3499	-7.8938	-0.0085	0.0247	0.0766
O	8.2775	13.3133	15.8019	-0.0064	-0.0249	0.0398
O	12.2682	5.5601	-1.6762	0.0002	0.0025	0.0206
O	12.1669	4.867	16.1637	-0.0028	0.0065	0.0367
O	7.7572	6.9768	-2.8988	0.0073	-0.0186	0.0527
O	7.4872	9.1827	13.2766	0.0139	0.0165	0.0357
O	15.5005	11.0295	22.6856	0	0.0042	0.0305
O	11.2909	7.4807	-6.6692	-0.0174	0.0064	0.0338
O	14.3068	5.8184	-9.881	0.0117	-0.0053	0.0393
O	8.7698	11.5042	-7.8404	-0.0015	-0.0326	0.078
O	15.1905	8.5885	14.6782	0.0025	0.0013	0.0287
O	12.398	5.9161	-11.6498	0.0108	0.0094	0.0464
O	14.0375	6.9913	20.1662	-0.0078	-0.0037	0.0304
O	11.5533	8.6126	19.7836	0.0005	-0.0245	0.0515
O	9.671	4.1815	20.5912	0.0224	-0.012	0.0368
O	12.1744	10.6597	18.2848	-0.012	-0.0028	0.0312
O	7.0132	10.3519	-6.2672	-0.0123	-0.0122	0.0411
O	10.9246	7.1158	16.1402	-0.0212	0.0208	0.035
O	8.9243	6.3771	-6.8565	0.0082	0.0347	0.05
O	12.2824	8.1764	-2.3498	0.0032	0.0019	0.0271
O	13.3731	12.8465	-3.8028	0.0137	-0.0125	0.0422
O	9.3411	6.1	22.9229	0.0188	-0.0175	0.066
O	8.9582	8.6359	15.3121	0.0071	-0.0153	0.0463
O	15.3281	6.2741	-5.388	-0.0044	-0.0261	0.0742
O	9.5221	5.7607	-9.3393	0.0029	-0.0039	0.0757
O	5.934	14.2074	-13.0782	-0.0035	-0.0178	0.0401
O	7.2469	14.1724	19.8084	-0.0033	-0.0087	0.026
O	9.7035	5.4112	-2.2784	-0.0011	-0.0034	0.0257
O	11.9773	6.484	-9.0101	-0.006	0.0007	0.0795
O	5.4863	9.8486	-4.1469	-0.0098	0.017	0.0662
O	6.2129	11.9514	-11.5346	0.0137	-0.0094	0.0415
O	16.1076	4.8187	-3.3221	0.017	-0.0176	0.0468
O	12.1613	13.7848	20.7243	0.0108	-0.001	0.0363
O	14.5359	13.373	22.1144	0.0083	-0.0061	0.0324
O	13.0187	8.1899	-10.5125	-0.0067	-0.026	0.049
O	6.9882	7.9529	-5.1732	0.01	-0.0027	0.0389
O	11.9735	13.8189	-5.7719	0.0166	-0.0082	0.079
O	5.5436	7.33	16.5621	0.0186	-0.0033	0.0828
O	11.3997	14.5414	-10.9325	0	-0.0226	0.0588
O	13.3883	4.6888	18.9197	-0.0181	0.0163	0.0553
O	11.6107	6.0732	20.2707	-0.0084	0.0067	0.0285
O	12.2238	14.0082	23.2979	-0.0146	-0.0041	0.0442
O	7.3431	7.8798	22.4727	-0.0196	0.0146	0.0483
O	9.7057	14.5728	24.0575	-0.0048	0.0151	0.0297
O	15.242	13.5998	-2.0464	0.0092	0.0052	0.0202
O	9.845	5.516	-11.9841	-0.0133	0.0064	0.0467
O	10.2219	9.2074	17.503	0.0143	0.0208	0.0521
O	16.2718	13.1089	24.1491	0.0035	0.0201	0.0849
O	8.1959	7.2759	-11.0468	0.0076	-0.0134	0.0299
O	12.6243	11.5908	-13.2683	0.0146	0.0131	0.0497
O	9.4598	10.9215	-5.3433	0.0113	0.0019	0.0747
O	15.638	8.4237	22.9225	0.0178	-0.0087	0.0372
O	14.2593	6.6644	-3.0423	-0.0169	0.0141	0.0527
O	10.2324	12.6413	-9.6663	-0.0132	-0.0037	0.0328
O	8.4226	10.9983	-10.4455	0.0203	0.0158	0.0564
O	5.8487	11.8198	19.4306	0.0169	0.0006	0.0459
O	13.7655	7.4151	-7.2495	0.0141	0.0031	0.0401
O	15.8331	8.6626	-6.4996	0.0149	0.0152	0.0401
O	14.6801	11.3351	17.7793	0.0075	0.0067	0.0281
O	13.5572	4.8504	21.596	-0.0007	-0.0208	0.0435
O	15.6943	5.4389	18.2544	0.0022	0.0072	0.0257
O	5.5064	4.2634	-9.5005	0.0004	0.0035	0.0277
O	6.3209	12.7814	21.7939	-0.0345	0.0033	0.0632
O	6.2944	7.7071	-12.8064	0.0167	0.0005	0.0559
O	12.5518	5.1155	-6.9363	-0.0008	-0.0079	0.03
O	14.6069	7.7462	-12.3764	-0.0166	0.0049	0.0426
O	10.6933	9.8109	23.5838	-0.0095	0.0121	0.0427
O	13.3423	10.0331	15.9378	-0.0069	0.0088	0.0698
O	5.7501	6.8112	-10.3693	-0.0188	-0.0258	0.0565
O	13.6761	4.483	-4.3846	0.0058	0.0005	0.0342
O	9.406	7.501	20.8102	-0.0091	-0.003	0.0401
O	14.7897	9.4699	20.6603	0.0022	0.0185	0.0694
O	13.266	9.7296	22.7746	-0.0187	-0.0028	0.037
O	10.1646	4.0831	-7.3745	0.0176	-0.0031	0.0378
O	12.7364	12.3501	-10.6784	-0.0257	0.0204	0.053
O	10.1489	12.9352	22.0764	0.0069	-0.0006	0.066
O	8.8282	12.0766	-3.0941	-0.0134	0.0189	0.0421
O	6.4837	9.3299	-10.7788	0.0012	-0.0069	0.032
O	9.7037	4.686	15.699	-0.0062	0	0.0313
O	8.1742	9.5483	-3.4822	0.0034	0.0087	0.0314
O	10.0686	12.9001	19.3541	0.0126	0.0119	0.0347
O	9.1604	9.0004	-7.0844	-0.0024	-0.0007	0.0388
O	8.7672	7.0167	17.4773	-0.0146	-0.0142	0.037
O	7.7184	4.6142	-10.7596	-0.0038	-0.0085	0.043
O	6.0163	12.4277	16.8831	-0.0173	-0.0015	0.04
O	14.1547	10.3022	-11.6018	0.0024	-0.0017	0.027
O	7.6748	10.2836	-12.9085	-0.0011	-0.0041	0.0692
O	9.7667	10.441	19.7027	-0.0028	0.0049	0.0298
O	14.78	12.7354	-12.408	-0.0158	-0.0042	0.0292

Results
free energy: -158271.484 eV
free energy less fixed offsets of O -570.45, Si -639.56 eV per atom: -2.644 eV

The program warned: the cutoff lies below the one the program advises for these potential files; the forces do not sum to zero within the program's tolerance; empty levels may hold ghost states of the PAW files; the exchange-correlation potential is rough where the density is thin.
